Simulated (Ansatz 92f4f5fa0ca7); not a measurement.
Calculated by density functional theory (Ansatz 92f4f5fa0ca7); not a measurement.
Periodic cell of 240 atoms, Si147O87H6, from a study of silicon, its oxide and their interface. The atomic structure is a simulated model.

Settings
functional: PBE
potential files: Ansatz PAW
basis: plane waves
wave-function cutoff: 700 eV
density cutoff ratio: 5
exchange-correlation grid ratio: 1
k mesh: 2 x 2 x 1, shifted by 0.5 0.5 0.5 of a step
self-consistency stop: 5e-08 eV per atom in the density residual
occupations: fixed
spin: none
net charge: 0

Cell vectors (angstrom)
a  11.6015  0  0
b  0  10.938  0
c  0  0  32.7557

Atoms and the computed forces on them: element, x, y, z (angstrom), force x, y, z (eV/angstrom)
Si  -0.0025  -0.1522  24.3109  0.0427  0.0083  -0.0619
Si  3.766  0.0416  23.9903  0.008  -0.0624  -0.0044
Si  7.6971  0.1615  24.0936  -0.0343  -0.0405  -0.014
Si  1.8202  1.3258  24.2471  -0.1006  0.0594  -0.0365
Si  5.7489  1.4404  24.1139  -0.0136  0.0025  -0.0457
Si  9.7906  1.3089  24.097  0.0957  0.0521  0.0051
Si  0.1607  5.3886  23.9753  -0.1  -0.032  -0.0604
Si  4.2148  5.5615  23.8151  0.0707  -0.0932  -0.0047
Si  7.9323  5.4866  24.1599  -0.0129  -0.0126  -0.0092
Si  2.1096  6.7507  23.9191  -0.0742  0.0852  -0.0165
Si  6.1176  6.9717  24.0006  0.0957  0.0483  -0.076
Si  9.8707  6.8003  24.1052  -0.0314  0.0112  0.007
Si  1.9997  2.7932  26.0588  0.0561  -0.057  0.0223
Si  5.7647  2.8005  26.0287  0.0043  -0.0633  0.009
Si  9.7012  2.7207  26.0075  0.0393  -0.0326  -0.0183
Si  0.0443  4.0998  25.9833  -0.0137  0.0385  -0.0151
Si  3.9099  4.2335  25.8861  0.0099  0.0377  0.0013
Si  7.7661  4.0778  26.0306  0.0278  0.055  -0.0013
Si  2.082  8.0733  25.9649  0.0182  -0.0333  -0.0136
Si  5.9051  8.2817  25.959  -0.0213  -0.0628  0.0206
Si  9.7472  8.1604  26.0316  -0.0665  -0.0273  -0.0151
Si  0.1202  9.3985  26.1338  -0.0052  0.0663  0.0068
Si  3.9237  9.5875  25.9423  -0.0381  0.0593  0.0141
Si  7.8537  9.6186  25.9703  0.0367  0.0354  0.0005
Si  0.0779  -0.012  27.9392  -0.0249  -0.0292  0.0044
Si  3.9167  -0.0087  27.9125  -0.0205  -0.0519  -0.0149
Si  7.7878  0.0179  27.9212  -0.0202  -0.051  0.0083
Si  2.0034  1.37  27.9462  0.0008  0.0499  -0.0142
Si  5.8335  1.3728  27.9191  -0.0134  0.0417  0.0107
Si  9.7322  1.3502  27.9316  -0.0088  0.0399  0.0025
Si  0.0221  5.4734  27.9151  0.0135  -0.0354  0.0202
Si  3.9095  5.4832  27.9072  0.0096  -0.0445  -0.0001
Si  7.7396  5.4656  27.9368  0.0147  -0.0402  0.0042
Si  1.9793  6.8082  27.9435  0.0022  0.0366  0.0073
Si  5.8316  6.8663  27.892  0.0003  0.047  0.0025
Si  9.6752  6.8086  27.9476  -0.009  0.0363  0.0071
Si  1.9336  2.7345  29.8565  0.0545  0.033  0.174
Si  5.8008  2.7345  29.8565  0.02  -0.0748  0.0602
Si  9.6679  2.7345  29.8565  0.114  -0.0337  -0.0123
Si  0  4.1018  29.8565  0.0157  0.0019  -0.0715
Si  3.8672  4.1018  29.8565  0.1272  0.013  -0.1832
Si  7.7343  4.1018  29.8565  -0.0733  -0.0252  0.0637
Si  1.9336  8.2035  29.8565  0.0144  0.0027  0.0029
Si  5.8008  8.2035  29.8565  0.034  0.0091  -0.0874
Si  9.6679  8.2035  29.8565  -0.0098  -0.0204  0.0047
Si  0  9.5708  29.8565  0.0959  -0.0121  0.1946
Si  3.8672  9.5708  29.8565  0.0591  -0.0316  -0.0392
Si  7.7343  9.5708  29.8565  0.0081  0.0915  -0.066
Si  0  0  31.79  -0.0088  0.0288  0.0581
Si  3.8672  0  31.79  -0.0038  0.0487  0.0156
Si  7.7343  0  31.79  -0.0018  -0.06  -0.039
Si  1.9336  1.3673  31.79  0.0098  -0.0184  0.0573
Si  5.8008  1.3673  31.79  -0.0014  0.0546  -0.052
Si  9.6679  1.3673  31.79  -0.0131  0.0055  0.017
Si  0  5.469  31.79  0.016  0.0131  -0.0126
Si  3.8672  5.469  31.79  -0.004  -0.0016  -0.0375
Si  7.7343  5.469  31.79  0.003  -0.0323  0.0024
Si  1.9336  6.8362  31.79  -0.0021  -0.0048  0.0076
Si  5.8008  6.8362  31.79  0.0043  -0.0082  -0.0394
Si  9.6679  6.8362  31.79  0.0039  0.034  0.0184
Si  1.9336  2.7345  0.9679  -0.0526  -0.091  0.2639
Si  5.8008  2.7345  0.9679  -0.0694  0.0024  -0.1696
Si  9.6679  2.7345  0.9679  0.0172  -0.0022  0.0195
Si  0  4.1018  0.9679  -0.0043  -0.0463  -0.0586
Si  3.8672  4.1018  0.9679  -0.1152  0.0146  -0.1544
Si  7.7343  4.1018  0.9679  -0.0028  0.0639  0.0925
Si  1.9336  8.2035  0.9679  -0.0407  0.0231  -0.0401
Si  5.8008  8.2035  0.9679  -0.0953  -0.0075  -0.022
Si  9.6679  8.2035  0.9679  0.0199  -0.0508  -0.031
Si  0  9.5708  0.9679  -0.0478  0.0371  0.2955
Si  3.8672  9.5708  0.9679  -0.0881  -0.008  0.0916
Si  7.7343  9.5708  0.9679  0.0338  -0.0459  -0.2596
Si  -0.0373  -0.0127  2.9588  0.0097  -0.0446  -0.0082
Si  3.814  -0.0124  2.9261  -0.0101  -0.04  -0.0032
Si  7.7116  0.0245  2.8441  0.0086  -0.0422  0.0181
Si  1.8837  1.3598  2.9478  0.0003  0.0416  -0.0167
Si  5.7576  1.3329  2.8498  -0.0089  0.0392  0.0118
Si  9.6495  1.3715  2.9073  0.0179  0.0429  0.0055
Si  -0.0175  5.4568  2.8973  0.0153  -0.0469  -0.003
Si  3.7918  5.4669  2.8841  0.0074  -0.042  -0.0155
Si  7.6935  5.4944  2.8988  0.003  -0.0401  -0.0104
Si  1.8695  6.8596  2.9088  -0.0005  0.0548  -0.0024
Si  5.7384  6.8221  2.8864  0.0098  0.0234  -0.0104
Si  9.6588  6.8262  2.8948  0.0231  0.0436  -0.0206
Si  1.8452  2.6343  4.9683  -0.0137  -0.05  0.0067
Si  5.7519  2.7099  4.7379  0.0145  -0.0568  0.0184
Si  9.6244  2.8125  4.7929  -0.0003  -0.0571  -0.0331
Si  -0.0189  4.1068  4.8415  0.023  0.0519  0.001
Si  3.7823  4.0215  4.7566  -0.0261  0.069  0.0043
Si  7.6683  4.1074  4.8123  -0.0351  0.0432  0.0017
Si  1.8229  8.2305  4.853  -0.03  -0.0702  -0.0111
Si  5.7438  8.1972  4.7976  -0.008  -0.0296  0.0122
Si  9.6496  8.2127  4.8092  0.0201  -0.0705  0.0145
Si  -0.0738  9.6796  5.0139  -0.0078  0.0476  0.0089
Si  3.7751  9.5287  4.859  -0.0087  0.0536  -0.0046
Si  7.6969  9.5191  4.6841  -0.0002  0.0674  0.0016
Si  -0.3121  0.1114  7.1255  -0.1372  -0.0984  -0.0202
Si  3.753  -0.0893  6.8336  0.0616  0.0026  0.0726
Si  7.724  -0.0184  6.5362  0.079  -0.0568  0.0578
Si  1.8509  1.3716  7.1233  0.1154  0.0797  -0.0014
Si  5.6937  1.2004  6.5475  -0.0065  0.0566  0.0004
Si  9.4592  1.5542  6.7544  -0.0836  0.0292  0.0953
Si  -0.0542  5.494  6.7505  -0.0147  -0.0266  -0.0133
Si  3.8171  5.4625  6.5922  0.0023  -0.0573  0.0444
Si  7.669  5.4429  6.768  0.0036  -0.0695  0.046
Si  1.8887  6.8096  6.7254  0.0209  0.0311  0.0126
Si  5.7489  6.7873  6.6814  -0.0266  0.0481  0.005
Si  9.5944  6.809  6.7159  0.0063  0.0681  0.0532
H  5.6755  7.608  7.9259  0.0133  0.0165  -0.0107
H  11.523  4.6267  7.9757  0.0072  -0.0214  -0.0058
H  1.9712  7.638  7.9752  -0.0165  0.026  -0.0037
O  10.6477  10.1282  8.4222  0.025  0.0087  -0.0387
O  9.574  7.7371  8.099  0.0056  0.0205  -0.0166
O  5.3324  0.5436  10.0742  0  0.0011  -0.0044
O  7.9951  9.9346  7.8653  0.0111  0.0164  -0.0193
O  3.8832  4.4343  7.885  -0.0186  -0.0199  0.0094
O  4.0268  9.9814  8.2515  -0.0214  -0.0016  -0.0118
O  7.6323  4.5826  8.1994  0.0033  -0.0159  -0.0168
O  9.1354  2.3905  8.1747  0.0259  0.0015  -0.0273
O  2.1376  2.4618  8.3944  -0.0177  -0.0065  -0.0255
H  0.0354  10.035  23.0156  -0.0059  -0.0236  0.0052
H  9.7855  7.6706  22.8873  0.0077  0.0194  0.0075
H  7.9345  4.6274  22.9378  0.0083  -0.0202  0.0023
O  7.2916  10.383  22.6551  0.0638  -0.037  -0.0123
O  10.3038  2.1618  22.7423  -0.0176  0.0196  0.0096
O  3.5059  10.0207  22.6373  0.0267  0.002  0.0118
O  4.6427  4.6291  22.4775  -0.0436  -0.0022  0.0117
O  6.4358  7.8706  22.6183  -0.0348  0.0027  0.0177
O  1.8313  7.8938  22.7272  0.0593  0.0148  0.009
O  11.6271  4.4612  22.578  0.0166  -0.014  0.0233
O  6.0054  2.3657  22.75  -0.0532  0.0248  -0.0027
O  1.47  2.2822  22.9246  -0.0006  -0.0102  0.0245
Si  8.2609  3.3946  9.123  -0.0064  0.0098  0.0091
Si  3.3033  8.3999  11.939  -0.0053  0.0052  -0.0091
Si  7.3676  11.845  18.3088  -0.0014  -0.0031  0.0001
Si  11.2309  4.4012  15.91  0.0019  -0.005  -0.0031
Si  3.0905  5.5274  11.2672  0.0002  0.002  -0.0097
Si  7.5884  3.8928  19.4283  0.007  0.0015  0.0057
Si  5.655  6.6324  12.0948  0.0002  0.0007  -0.0141
Si  6.9645  9.1178  21.7058  0.0101  0.0169  -0.0043
Si  9.9291  12.5044  13.3059  0.0014  -0.0056  -0.0086
Si  4.0121  3.6024  19.2296  0.0004  0.0026  0.0056
Si  2.6239  8.948  21.7693  -0.0058  -0.008  -0.0004
Si  10.1995  4.8289  18.6222  -0.0025  0  0.0051
Si  4.6499  1.3427  17.2122  0.0001  -0.0066  -0.0071
Si  4.8771  8.3892  19.8475  0.0007  0.0005  0.0083
Si  7.5192  10.9587  13.0944  0.0009  0.0019  -0.0094
Si  9.8082  6.2074  13.8654  0.0007  0.008  -0.0101
Si  7.2104  -2.1686  10.8604  -0.004  0.0003  -0.0095
Si  0.9861  3.2065  19.3616  -0.007  0.001  0.0087
Si  5.7361  2.2989  14.3314  -0.0021  0.0005  -0.0072
Si  2.2563  8.357  14.721  -0.0019  0.0057  -0.0083
Si  4.6985  10.0136  9.7408  -0.0025  -0.0136  -0.0067
Si  10.8403  8.6169  15.356  0.0011  0.0034  -0.01
Si  9.2564  9.2382  8.6445  -0.0229  -0.0293  0.0097
Si  12.3748  12.7155  14.6743  0.0006  -0.0036  -0.0124
Si  7.1712  4.8281  13.8288  0.0007  0.0002  -0.0043
Si  5.5475  3.5017  21.6968  0.0054  -0.0095  0.0016
Si  15.6475  7.7325  17.0505  -0.0009  0.0023  -0.0054
Si  10.4059  7.7844  18.2352  -0.002  -0.0013  0.0003
Si  5.7934  6.0243  18.4654  0.0011  0.0062  0.0006
Si  8.8356  0.1152  15.5627  0.0012  0.0002  -0.0082
Si  5.6106  2.0506  9.5235  0.0004  -0.0052  -0.0064
Si  13.2246  0.7805  17.4327  -0.0015  -0.0024  -0.0058
Si  9.2341  4.2529  11.8501  0.0032  0.0011  -0.0063
Si  3.1304  14.611  13.8088  -0.0004  -0.0054  -0.011
Si  3.1475  3.5951  9.053  0.0126  0.0236  -0.0081
Si  0.4331  -1.2147  19.636  -0.0069  0.005  0.0095
Si  9.0799  9.7981  19.8054  0.0047  0.0041  0.0171
Si  13.9317  -5.2636  15.8808  -0.001  0.0006  -0.0054
Si  0.1009  2.8553  22.2324  -0.0041  0.0006  -0.0032
O  7.6916  4.2288  12.3923  0.0265  0.0194  0.0244
O  5.1512  1.556  15.6671  0.0032  0.0152  -0.0016
O  4.7539  -3.0148  12.5155  -0.0163  -0.0176  -0.0259
O  8.3918  8.8349  20.9383  -0.0194  0.0105  -0.026
O  7.1183  5.0904  18.394  -0.0142  -0.0103  0.0247
O  9.2433  -2.0209  18.4355  0.0244  0.0027  0.0187
O  7.0765  2.618  9.9773  0.0178  0.0106  -0.0128
O  10.0232  3.0319  12.6075  -0.0194  0.0062  -0.0005
O  13.6657  6.7326  14.655  0.0119  0.0204  0.0338
O  0.819  8.9716  15.1778  -0.0067  -0.0208  0.0023
O  7.7442  -0.6319  14.5903  0.0168  0.032  -0.0128
O  1.0926  2.1785  18.0994  0.0015  0.0039  0.005
O  2.7174  4.6974  12.6193  0.0172  -0.004  -0.0004
O  8.68  9.0288  10.1758  -0.0161  -0.0036  -0.006
O  6.9874  -1.1221  12.0899  0.014  -0.0071  -0.0105
O  3.635  8.0589  20.849  0.0012  0.0286  -0.0105
O  2.5178  7.076  11.3311  0.0317  -0.0001  0.0203
O  10.0974  10.0292  15.6773  -0.0057  -0.0041  -0.0042
O  8.3442  5.7682  14.4841  0.0089  -0.0108  -0.0334
O  11.4723  11.9792  13.5126  -0.0118  0.0237  0.0291
O  6.453  12.1805  13.3122  0.0179  -0.0039  0.0213
O  2.4686  3.7487  19.6507  -0.003  -0.0043  -0.0136
O  9.8577  6.3924  18.8263  0.01  -0.0025  -0.0208
O  10.1607  7.7993  14.0858  0.006  -0.0125  0.0286
O  0.1398  -2.7314  19.0883  -0.0222  0.0226  -0.01
O  5.6781  2.1514  7.9044  0.0193  -0.0052  -0.0017
O  5.8061  9.5166  20.5928  0.0117  -0.022  0.0196
O  4.6717  2.8202  20.5037  0.0095  0.0226  -0.0079
O  10.5964  10.3007  20.2207  0.0005  -0.0258  -0.035
O  3.5307  9.5629  10.8098  0.0186  -0.0168  0.0108
O  0.2882  2.5025  20.6527  0.0039  0.0158  0.0037
O  6.8746  4.074  20.8938  -0.0131  -0.0109  -0.0191
O  3.2606  -6.4459  15.2312  -0.0206  -0.0034  -0.0206
O  4.5586  5.1048  18.9945  0.0212  -0.0146  -0.0054
O  7.2978  13.4154  18.6975  0.0024  0.0044  0.0063
O  3.2409  0.5493  17.3947  0.002  0.0041  0.0046
O  12.557  10.5418  18.3277  0.0027  0.001  0.0101
O  5.9573  -1.9667  9.8177  -0.0062  0.0154  0.0296
O  6.7209  3.5585  14.7612  -0.0125  -0.0024  -0.0248
O  9.8791  5.707  12.2945  -0.0248  -0.0252  0.0223
O  8.2672  11.511  16.998  -0.0114  -0.0018  0.01
O  10.7038  7.6263  16.6494  -0.0031  0.0222  0.0066
O  12.621  -5.9585  16.5176  -0.0093  -0.0135  -0.0136
O  4.178  19.6371  18.3772  0.008  -0.0193  -0.0021
O  13.6477  2.4685  13.9513  -0.0071  0.0147  0.0211
O  2.5206  8.9942  13.2404  0.0111  -0.0216  -0.0009
O  17.0617  -4.0969  17.0599  -0.0038  -0.0033  0.0338
O  14.5316  6.5287  17.1352  0.0027  0.0143  -0.0231
O  4.534  2.9496  13.4518  -0.0021  0.0102  0.035
O  9.2377  23.396  14.8071  0.0063  -0.0221  -0.0076
O  4.3571  13.7461  17.8592  0.0054  -0.0061  0.0138
O  1.5481  9.7396  20.8202  0.0102  -0.0219  -0.0066
O  11.4471  2.9015  15.3792  0.0079  0.0084  -0.0076
O  7.0387  7.2162  11.4115  -0.0172  0.0234  0.0163
O  12.7886  11.6828  15.8619  -0.0066  0.0198  0.0072
O  8.9455  0.571  12.4458  -0.0142  0.0104  0.0286
O  2.4101  4.6978  10.0252  0.0205  -0.0087  0.006
O  4.3063  2.9125  9.9899  -0.0157  0.0025  -0.0221
O  10.9211  -5.5959  14.6435  -0.0182  0.0049  0.0042
O  9.2686  4.0472  10.241  -0.0262  -0.0137  0.0013
O  5.9226  5.8127  13.4781  0.0141  -0.0061  -0.0131
O  4.7344  -5.2445  11.0998  -0.0204  0.0166  0.0334
O  3.5432  8.6358  15.7564  -0.0205  -0.0177  -0.001
O  11.7164  4.5356  19.0766  -0.0171  -0.0084  -0.0171
O  9.1972  4.003  19.5978  -0.0119  0.0115  -0.0252
O  17.4139  11.4321  17.9986  0.0025  0.0171  -0.0136
O  17.5272  7.1519  19.6422  -0.0161  0.0109  -0.0283
O  10.063  4.3998  17.0462  0.0258  0.0123  0.0137
O  8.0722  0.1136  19.5436  0.0145  -0.0106  -0.0197

Results
free energy: -143041.788 eV
free energy less fixed offsets of H -17.10, O -569.03, Si -635.61 eV per atom: 1.092 eV

The program warned: the cutoff lies below the one the program advises for these potential files; the forces do not sum to zero within the program's tolerance; the exchange-correlation potential is rough where the density is thin.
